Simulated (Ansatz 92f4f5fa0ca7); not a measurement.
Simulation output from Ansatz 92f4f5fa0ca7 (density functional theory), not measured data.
Periodic cell of 215 atoms, Si132O82As1, from a study of silicon, its oxide and their interface. The atomic structure is a simulated model.
Doubt: the cutoff is far below the 930 eV that the study's wrapper takes by default for these files, so forces and energies are approximate.
This geometry differs little from another in the collection (a relaxation step or a small displacement).

Settings: functional PBE; potential files Ansatz PAW; basis plane waves; wave-function cutoff 580 eV; density cutoff ratio 5; exchange-correlation grid ratio 1; k mesh 1 x 1 x 1, Gamma-centred; self-consistency stop 5e-08 eV per atom in the density residual; occupations fixed; spin none; net charge +1 e, with a uniform compensating background and no finite-size correction.

Cell vectors (angstrom)
a	10.938	0	0
b	0	10.938	0
c	0	0	31.5432

Atoms and the computed forces on them: element, x, y, z (angstrom), force x, y, z (eV/angstrom)
Si	10.4339	0.5746	24.3382	-0.0055	0.0022	-0.0181
Si	6.0435	10.5016	24.1498	0.0028	-0.0112	-0.011
Si	2.128	3.2465	24.0808	-0.0044	0.0114	-0.0202
Si	8.701	2.2563	24.306	0.0059	-0.0013	-0.019
Si	0.499	5.0549	24.1654	0.0057	-0.0055	-0.0191
Si	5.0522	5.8934	24.1923	-0.0036	-0.008	-0.0237
Si	3.3948	7.6484	24.1603	0.0101	0.0003	-0.0196
Si	7.8311	8.8267	23.9911	-0.0032	0.0116	-0.0159
Si	1.3425	1.4778	25.4535	-0.0111	0.001	0.0072
Si	6.9196	1.2985	25.4994	0.0028	-0.0086	0.0164
Si	4.0255	4.1002	25.3229	-0.0042	-0.0057	0.0018
Si	9.6678	4.0929	25.421	-0.0009	-0.0054	0.0101
Si	1.4998	6.8122	25.3712	-0.0044	-0.0054	0.0039
Si	6.8972	6.9457	25.2379	-0.0007	-0.0012	-0.004
Si	4.2316	9.5278	25.3452	0.0023	-0.0016	-0.0028
Si	9.5297	9.6408	25.4347	-0.0121	-0.0036	0.0094
Si	2.7785	0.0017	26.6382	0.0068	0.0055	0.0038
Si	8.2228	-0.0308	26.9447	0.0147	0.0061	-0.052
Si	0.0152	2.7631	26.9182	0.0052	0.0077	-0.0539
Si	5.4475	2.7324	26.6613	0.0061	0.0076	0.0085
Si	2.7581	5.4328	26.8386	0.0074	0.0055	-0.0382
Si	8.2237	5.5203	26.6244	0.0092	-0.0012	0.0049
Si	0.0411	8.2078	26.6479	0.0069	0.0133	0.0101
Si	5.5557	8.1921	26.7938	0.0018	0.005	-0.0343
Si	4.1085	1.3623	28.0666	-0.0027	-0.0073	-0.0004
Si	9.5936	1.3659	28.233	-0.0085	-0.0008	0.0525
Si	1.3915	4.1144	28.2317	0.0072	0.0028	0.0442
Si	6.8366	4.1311	28.0198	-0.0063	-0.0094	-0.0103
Si	4.1598	6.8166	28.1352	0.002	-0.0034	0.038
Si	9.5971	6.8467	28.0465	-0.0028	-0.0032	-0.0004
Si	1.3961	9.5856	28.044	-0.0119	-0.0132	-0.0019
Si	6.8496	9.5317	28.2339	-0.0136	-0.0128	0.0435
Si	0.0469	-0.0258	29.5227	0.0251	-0.0133	-0.0038
Si	5.4468	0.0055	29.4864	-0.0077	0.0211	-0.0098
Si	2.7669	2.7026	29.5203	0.018	-0.007	-0.0081
Si	8.1715	2.7655	29.4714	0.0006	0.023	-0.0051
Si	-0.0162	5.4997	29.4919	-0.0121	0.0136	-0.0091
Si	5.5053	5.4454	29.4998	0.0241	-0.0087	-0.0032
Si	2.7548	8.2058	29.4414	-0.0155	0.0387	-0.0086
Si	8.253	8.1576	29.5244	0.018	-0.0087	-0.003
Si	1.3964	1.3473	30.8991	-0.0259	0.0099	0.0077
Si	6.8138	1.3771	30.8327	0.0113	-0.0247	-0.0021
Si	4.1302	4.0789	30.8784	-0.0221	0.0103	0.0019
Si	9.5511	4.1185	30.8373	-0.0018	-0.0236	-0.0033
Si	1.3739	6.8568	30.8229	0.0244	-0.0223	-0.0043
Si	6.871	6.7978	30.8887	-0.0231	0.0028	0.0009
Si	4.0925	9.5716	30.8418	0.0073	-0.0413	-0.0044
Si	9.6046	9.5418	30.8889	-0.0176	0.0172	0
Si	2.7509	-0.038	0.7158	0	0.0043	-0.0159
Si	8.1748	-0.0055	0.6524	0.009	0.0152	0.0031
Si	-0.0317	2.7416	0.6613	0.017	0.0043	0.0091
Si	5.4797	2.7027	0.7104	0.0019	0.0095	-0.0085
Si	2.715	5.472	0.6542	-0.0007	-0.0011	0.006
Si	8.2155	5.4245	0.7277	0.0156	0.0086	-0.0016
Si	0.038	8.1712	0.708	-0.0042	0.0042	-0.0145
Si	5.4676	8.2004	0.6601	0.0151	0.0364	0.0141
Si	4.1194	1.3241	2.0703	-0.0029	0.0003	0.0126
Si	9.5163	1.3768	2.0146	0.008	-0.0319	0.014
Si	1.3256	4.12	2.0361	-0.0014	-0.002	0.0011
Si	6.8493	4.0448	2.0846	-0.0041	-0.0134	0.0133
Si	4.0812	6.845	2.0156	-0.0061	-0.0077	0.005
Si	9.6117	6.7913	2.0629	-0.0159	-0.0129	-0.0121
Si	1.3872	9.5347	2.0793	0.0125	0.0022	0.0224
Si	6.8266	9.5647	2.0569	-0.0279	-0.0464	-0.0028
Si	-0.0506	-0.015	3.3225	-0.0164	0.0376	-0.0635
Si	5.4633	-0.0281	3.4986	0.017	-0.0283	0.0024
Si	2.7053	2.7193	3.3366	-0.0301	0.0368	-0.0644
Si	8.1835	2.6699	3.5073	0.0182	-0.0048	-0.003
Si	-0.0279	5.4413	3.5171	0.0589	-0.0096	0.0144
Si	5.4485	5.4602	3.333	-0.0114	0.03	-0.0359
Si	2.7504	8.1778	3.4844	0.0216	-0.0032	-0.0184
Si	8.223	8.1563	3.3684	0.0087	0.1185	-0.0278
Si	1.2682	1.3742	4.6492	0.018	-0.0256	0.0453
Si	6.8314	1.2883	4.9269	0.0012	0.0043	-0.008
Si	4.0628	4.1039	4.6551	0.0034	-0.0158	0.0664
Si	9.522	4.0505	4.9004	-0.0201	0.0017	-0.0007
Si	1.3965	6.8192	4.8832	0.0011	-0.0427	-0.0205
Si	6.8384	6.7903	4.6832	-0.0229	-0.0439	0.0576
Si	4.1175	9.5212	4.9015	0.009	-0.0148	-0.03
Si	9.5679	9.5798	4.7291	-0.0589	-0.0893	-0.0126
Si	2.6512	0.07	6.0516	-0.0098	0.0788	0.0724
Si	8.2037	-0.1661	6.273	0.0044	-0.0224	-0.0322
Si	-0.005	2.6673	6.1962	0.0444	-0.017	-0.0451
Si	5.3682	2.7443	6.0879	-0.0115	0.0381	0.0374
Si	2.763	5.4062	6.1743	0.0253	0.0157	-0.0308
Si	8.0783	5.4108	6.185	-0.0045	0.0098	0.0134
Si	-0.0731	8.1745	6.1425	-0.0061	0.1883	0.0394
Si	5.5789	8.1309	6.1703	0.0053	-0.003	-0.0118
Si	3.4692	1.9428	7.2265	0.0183	-0.037	-0.0378
Si	9.9502	0.8931	7.4365	-0.1066	0.0547	0.2948
Si	1.7667	3.6511	7.3875	-0.0097	-0.0029	0.0861
Si	6.2013	4.5051	7.3986	-0.0214	-0.0039	-0.0099
Si	4.6461	6.3026	7.2785	0.0115	-0.0342	0.0367
Si	9.1341	7.1478	7.358	-0.0182	-0.0635	0.0097
As	0.8499	10.1468	7.4692	0.0963	-0.1002	-0.0428
Si	7.4116	8.8624	7.5198	-0.0058	0.0061	0.0625
O	4.5941	6.622	8.8992	-0.0425	0.0443	-0.0105
O	1.3448	3.9553	8.9629	0.0063	-0.0069	-0.076
O	9.7748	6.5321	8.7521	-0.0137	0.0225	-0.0629
O	1.245	10.2622	9.258	-0.0394	-0.0057	-0.0857
O	6.0698	4.2138	9.0344	0.0187	-0.023	-0.0227
O	3.6783	1.5511	8.7972	0.0051	0.0146	-0.0184
O	7.1531	8.9476	9.1631	0.0226	-0.0017	-0.064
O	9.6583	1.0559	9.0523	0.0147	0.0079	-0.2073
O	8.2431	2.535	22.7495	-0.0012	0.0001	0.0552
O	10.992	5.5562	22.6522	0.0004	-0.0008	0.0482
O	5.6285	0.0932	22.6461	-0.0023	0.0037	0.0444
O	5.2841	5.3992	22.6314	0.0034	-0.0002	0.046
O	2.1441	2.8065	22.4795	0.0043	-0.0053	0.0346
O	3.3275	7.8562	22.5131	0.0001	0.0024	0.0444
O	8.3795	8.7476	22.4169	0.0024	-0.0027	0.0349
O	-0.1747	11.2388	22.7526	0.0043	0.0002	0.043
Si	2.1656	2.9832	12.9015	0.0092	-0.0064	0.1443
Si	8.6991	1.3036	10.3575	-0.018	-0.0009	0.1639
Si	1.0676	4.5154	15.3522	-0.0049	0.0042	0.0849
Si	7.5472	5.5902	12.2003	0.0068	0.0199	0.1366
Si	2.4096	8.1872	21.2124	-0.0131	-0.0034	-0.0688
Si	5.3971	7.8029	12.4749	-0.0114	-0.0068	0.1279
Si	9.2692	0.4719	15.4928	0.0043	0.0075	0.0765
Si	2.9146	-0.0311	16.6648	0.0019	0.0011	0.0467
Si	10.484	1.1652	12.6071	-0.0034	-0.0127	0.1509
Si	7.7619	2.8332	21.2362	-0.0025	-0.0013	-0.0826
Si	9.1318	8.7924	14.4686	0.005	-0.0144	0.091
Si	1.467	4.7725	10.3753	0.0275	-0.0025	0.1229
Si	4.479	9.4903	19.1401	0.0074	0	-0.0142
Si	11.0696	6.1022	21.118	0.0036	0.0096	-0.0735
Si	6.6184	10.4549	14.8529	0.001	0.0041	0.0767
Si	5.3861	0.7351	21.177	0.0012	-0.0008	-0.0786
Si	2.3394	9.8215	10.416	0.0746	-0.0041	0.1268
Si	0.4272	10.6366	21.3869	0.0047	-0.0058	-0.0754
Si	5.8502	5.2552	21.1228	0.0075	0.0077	-0.066
Si	3.6166	7.1015	10.0909	0.0243	0.0639	0.1263
Si	9.0447	5.6996	14.8519	0.0051	-0.0023	0.1016
Si	3.6565	4.0842	19.0906	-0.0021	-0.0064	-0.0086
Si	10.0275	3.668	19.3229	-0.0054	0.0088	-0.0196
Si	4.26	8.6777	15.3747	-0.0221	0.005	0.0762
Si	0.458	1.9324	17.1594	0.0006	-0.0037	0.0301
Si	6.7893	7.5393	19.2493	0.0036	0.0053	-0.0227
Si	5.2586	3.6296	16.7443	-0.0034	0.0053	0.041
Si	7.7824	5.0203	17.5301	0.0033	0.0096	0.0316
Si	6.6809	9.9198	10.3901	-0.0433	-0.0008	0.1331
Si	4.4019	1.0298	10.1336	-0.0425	-0.0238	0.1137
Si	-0.0181	9.0886	11.9188	-0.019	0.004	0.1465
Si	9.0994	8.6348	20.9392	0.008	0.0004	-0.0646
Si	4.5615	1.6735	14.5863	-0.0043	-0.0015	0.0953
Si	2.4436	2.0857	21.0449	-0.0005	-0.0089	-0.0577
Si	6.3489	3.33	10.3784	0.0111	0.0127	0.0931
Si	3.4326	5.9242	16.7359	0.0013	-0.0062	0.0332
Si	9.8927	6.5448	10.3742	0	0.0144	0.1643
O	0.12	2.6345	18.5903	0.0087	-0.009	-0.0016
O	2.9263	9.6395	15.5915	0.0058	-0.0078	-0.0285
O	10.8586	4.8074	20.1525	-0.0018	-0.007	0.0198
O	7.5933	2.3959	9.9149	0.0208	0	-0.0502
O	10.9316	5.3519	10.835	-0.0067	0.0083	-0.057
O	6.5622	6.7251	12.8414	0.0052	-0.0085	-0.0606
O	10.3482	8.071	10.7745	-0.001	-0.0288	-0.0462
O	7.666	9.4594	14.0055	-0.0048	-0.006	-0.0479
O	8.4178	6.2367	10.9821	0.0122	-0.0086	-0.0713
O	5.3549	10.487	20.0781	-0.0043	-0.0056	0.0203
O	2.1813	3.7472	11.4397	-0.0099	0.013	-0.0885
O	7.9705	8.5524	19.7611	-0.0039	-0.0026	0.0166
O	6.2039	6.7327	20.5476	-0.0015	-0.0023	0.0261
O	5.518	2.7203	15.4153	-0.0039	-0.0121	-0.0425
O	1.3025	0.9283	20.7024	-0.0015	0.0028	0.0311
O	6.054	9.0651	11.6349	0.018	0.0266	-0.0933
O	4.615	4.9922	16.112	0.0002	0.0023	-0.0191
O	6.5931	3.9135	17.6419	-0.0029	-0.0046	-0.0065
O	10.554	10.6699	11.8237	-0.0282	0.0023	-0.0194
O	5.5844	0.503	13.9934	0.0059	0.0008	-0.0464
O	8.0191	5.0962	15.9345	0.014	0.0049	-0.0559
O	9.7463	9.8356	15.574	-0.0079	-0.0091	-0.0447
O	-0.3956	5.1621	15.1311	-0.0068	-0.0049	-0.037
O	1.5652	6.841	20.8066	0.0031	-0.0006	0.0321
O	1.502	0.6495	17.1805	0.0021	-0.0001	-0.008
O	6.5915	1.7745	20.8121	0.003	0.0024	0.0358
O	1.0255	1.803	12.8416	-0.0111	-0.0126	-0.0597
O	3.241	5.4979	18.3271	0.0018	0.0089	-0.0059
O	9.5595	2.0135	11.5569	-0.0095	-0.0189	-0.0782
O	1.0254	3.1171	16.191	0.0005	0.015	-0.0313
O	8.5831	5.1688	13.3814	-0.0156	-0.0041	-0.0637
O	10.2689	8.5684	13.3108	0.0313	0.0189	-0.0966
O	1.4418	9.4036	21.6948	0.0015	0.0002	0.0298
O	10.0781	9.9361	20.6103	-0.0018	0.001	0.0321
O	3.2354	0.1757	10.936	0.0076	0.0193	-0.0924
O	5.0938	2.3509	10.8305	-0.0058	-0.0085	-0.0565
O	1.7434	4.1673	13.9209	0.0034	-0.0081	-0.0622
O	7.9446	10.8603	10.8502	0.0112	0.0094	-0.0695
O	9.1329	4.479	18.235	-0.0094	0.0032	-0.0027
O	5.6396	9.5085	15.7811	0.0094	-0.0003	-0.0272
O	5.5617	-0.0335	9.7388	0.0084	-0.0092	-0.062
O	3.6042	2.3229	13.4004	-0.0146	0.0113	-0.0637
O	1.9781	5.6658	16.0518	-0.0096	-0.0086	-0.0314
O	9.7041	1.0674	14.0288	0.0243	0.0036	-0.0909
O	4.343	7.0046	11.5298	-0.0447	0.0063	-0.1267
O	4.7545	4.4857	20.2149	-0.0067	-0.0008	0.0205
O	9.9582	1.3628	16.6396	-0.0141	-0.0122	-0.0249
O	6.7004	4.3051	11.6396	-0.0107	-0.0193	-0.0696
O	5.577	8.4101	18.5826	-0.0038	0.0023	0.0053
O	9.0686	2.7389	20.2673	0.0057	0.0023	0.0215
O	3.6054	1.1401	15.7842	0.0088	0.007	-0.032
O	4.2155	3.0786	17.9029	0.0081	0.0025	-0.0108
O	9.91	7.2201	20.8956	0.0022	-0.0016	0.0327
O	3.2669	8.6627	9.7416	0.0206	-0.0737	-0.0477
O	3.9418	7.4329	16.3846	0.0043	0.0083	-0.0258
O	7.6366	0.4914	15.7	0.0013	-0.0088	-0.0264
O	8.9243	7.3116	15.0662	-0.0013	0.0155	-0.0447
O	3.9272	1.4395	21.1592	0.0042	0.0038	0.033
O	1.6167	9.1287	11.728	-0.0605	0.014	-0.1082
O	2.3232	6.1333	10.1241	0.0047	-0.0028	-0.0415
O	7.347	6.4691	18.1473	0.0031	-0.0147	-0.0048
O	7.2166	4.3673	21.1322	-0.0026	-0.0028	0.0336
O	4.5506	8.2491	13.8079	0.0155	-0.0126	-0.0788
O	3.325	8.6705	19.9624	0.0077	0.0022	0.0174
O	2.4917	3.2383	19.8734	0.0034	0.0099	0.0147
O	3.7407	10.3765	17.9787	-0.0114	0.0045	-0.0189

Results
free energy: -135409.828 eV
free energy less fixed offsets of As -4856.12, O -568.88, Si -635.61 eV per atom: -5.028 eV

The program warned: the cutoff lies below the one the program advises for these potential files; the exchange-correlation potential is rough where the density is thin.
